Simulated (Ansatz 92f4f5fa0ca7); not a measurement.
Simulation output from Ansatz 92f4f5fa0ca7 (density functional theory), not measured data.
Periodic cell of 212 atoms, Si132O80, from a study of silicon, its oxide and their interface. The atomic structure is a simulated model.
Doubt: the cutoff is far below the 930 eV that the study's wrapper takes by default for these files, so forces and energies are approximate.
This geometry differs little from another in the collection (a relaxation step or a small displacement).

Settings: functional PBE; potential files Ansatz PAW; basis plane waves; wave-function cutoff 580 eV; density cutoff ratio 5; exchange-correlation grid ratio 1; k mesh 1 x 1 x 1, Gamma-centred; self-consistency stop 5e-08 eV per atom in the density residual; occupations fixed; spin none; net charge 0.

Cell vectors (angstrom)
a, 10.938, 0, 0
b, 0, 10.938, 0
c, 0, 0, 31.5839

Atoms and the computed forces on them: element, x, y, z (angstrom), force x, y, z (eV/angstrom)
Si, -0.5063, 0.5839, 24.2992, 0.0065, -0.0082, 0.0107
Si, 5.9133, -0.4278, 24.2586, -0.0096, 0.0115, 0.0146
Si, 2.1213, 3.3063, 24.1786, 0.0112, -0.0059, 0.0217
Si, 8.7275, 2.365, 24.249, -0.0062, 0.0014, 0.0116
Si, 0.2698, 4.9856, 24.19, 0.0014, 0.0026, 0.0137
Si, 4.9501, 6.0213, 24.0949, -0.0019, -0.0038, 0.0187
Si, 3.1759, 7.7276, 24.0971, 0.004, 0.0053, 0.0216
Si, 7.7201, 8.838, 24.2052, 0.0127, -0.0104, 0.017
Si, 1.3272, 1.4735, 25.4743, -0.0105, 0.0084, -0.0155
Si, 6.8551, 1.4107, 25.391, 0.0098, -0.0144, -0.0007
Si, 4.0127, 4.2042, 25.33, -0.0108, 0.0045, -0.0077
Si, 9.5904, 4.0687, 25.6135, 0.0056, -0.0041, 0.0081
Si, 1.3302, 6.822, 25.3108, 0.0073, -0.0066, 0.0031
Si, 6.7903, 6.9263, 25.3277, -0.0064, 0.011, -0.0074
Si, 4.0975, 9.5215, 25.4091, 0.007, -0.0072, -0.0058
Si, 9.5096, 9.6895, 25.4751, -0.01, 0.0042, -0.0076
Si, 2.7246, 0.0116, 26.7435, 0.0012, 0.0024, 0.0077
Si, 8.1581, 0.0669, 26.8628, -0.0014, 0.005, 0.006
Si, 0.0106, 2.7323, 26.9308, -0.0042, 0.0004, 0.0222
Si, 5.4217, 2.7888, 26.7096, -0.0045, 0.0011, 0.0019
Si, 2.6831, 5.5075, 26.7974, -0.0005, 0.003, 0.0051
Si, 8.1477, 5.5244, 26.7575, 0.0023, -0.0041, 0.0092
Si, -0.0175, 8.2241, 26.726, -0.0017, 0.0025, 0.0002
Si, 5.46, 8.2047, 26.826, -0.0006, -0.0018, 0.011
Si, 4.1018, 1.3673, 28.1656, 0.0419, 0.0937, -0.5419
Si, 9.5708, 1.3673, 28.1656, -0.1166, -0.0616, 0.8384
Si, 1.3673, 4.1018, 28.1656, 0.2563, 0.3011, 0.6214
Si, 6.8362, 4.1018, 28.1656, -0.2803, 0.1383, -0.4679
Si, 4.1018, 6.8362, 28.1656, -0.1439, -0.0355, 0.1465
Si, 9.5708, 6.8362, 28.1656, -0.0404, 0.1674, -0.4455
Si, 1.3673, 9.5708, 28.1656, -0.0442, -0.0089, -0.47
Si, 6.8362, 9.5708, 28.1656, -0.1605, 0.088, 0.2988
Si, 0, 0, 29.5329, -0.1089, -0.0237, 0.0301
Si, 5.469, 0, 29.5329, 0.0439, -0.0595, 0.0133
Si, 2.7345, 2.7345, 29.5329, 0.0294, 0.0996, 0.0158
Si, 8.2035, 2.7345, 29.5329, 0.1049, -0.0565, 0.0118
Si, 0, 5.469, 29.5329, 0.0806, -0.0653, 0.0121
Si, 5.469, 5.469, 29.5329, -0.0671, -0.0814, 0.0129
Si, 2.7345, 8.2035, 29.5329, 0.0762, -0.0216, -0.0046
Si, 8.2035, 8.2035, 29.5329, 0.0586, 0.0577, 0.0081
Si, 1.3673, 1.3673, 30.9001, 0.0141, -0.0069, -0.0109
Si, 6.8362, 1.3673, 30.9001, -0.0422, 0.0495, -0.028
Si, 4.1018, 4.1018, 30.9001, 0.0325, -0.038, 0.0123
Si, 9.5708, 4.1018, 30.9001, -0.0611, 0.0495, -0.0331
Si, 1.3673, 6.8362, 30.9001, -0.0734, 0.0694, -0.0263
Si, 6.8362, 6.8362, 30.9001, -0.0334, 0.0071, -0.0108
Si, 4.1018, 9.5708, 30.9001, -0.058, 0.0394, -0.0199
Si, 9.5708, 9.5708, 30.9001, 0.0329, -0.0082, 0.0242
Si, 2.7345, 0, 0.6835, 0.0438, -0.0458, 0.0332
Si, 8.2035, 0, 0.6835, -0.021, 0.0489, 0.0214
Si, 0, 2.7345, 0.6835, -0.0493, 0.0367, -0.0207
Si, 5.469, 2.7345, 0.6835, 0.0305, -0.0311, 0.0205
Si, 2.7345, 5.469, 0.6835, 0.0331, -0.0558, 0.0096
Si, 8.2035, 5.469, 0.6835, 0.0843, -0.0633, 0.0294
Si, 0, 8.2035, 0.6835, 0.0805, -0.0956, 0.0328
Si, 5.469, 8.2035, 0.6835, -0.0101, 0.0455, -0.0156
Si, 4.1018, 1.3673, 2.0507, -0.0411, 0.0834, 0.0103
Si, 9.5708, 1.3673, 2.0507, 0.0992, 0.0233, -0.047
Si, 1.3673, 4.1018, 2.0507, -0.0785, -0.1022, -0.0281
Si, 6.8362, 4.1018, 2.0507, -0.0695, 0.0364, 0.0036
Si, 4.1018, 6.8362, 2.0507, 0.0599, 0.0606, -0.0251
Si, 9.5708, 6.8362, 2.0507, -0.0426, 0.1115, -0.0082
Si, 1.3673, 9.5708, 2.0507, -0.0823, 0.0784, -0.003
Si, 6.8362, 9.5708, 2.0507, -0.0647, -0.1297, -0.0406
Si, 0, 0, 3.418, -0.0351, 0.054, -0.5795
Si, 5.469, 0, 3.418, -0.0079, -0.2147, 0.4718
Si, 2.7345, 2.7345, 3.418, -0.207, -0.3054, -0.4107
Si, 8.2035, 2.7345, 3.418, 0.0773, -0.1162, 0.4613
Si, 0, 5.469, 3.418, 0.1091, -0.1517, 0.3654
Si, 5.469, 5.469, 3.418, 0.2724, 0.1129, -0.2672
Si, 2.7345, 8.2035, 3.418, 0.3017, -0.0562, 0.4214
Si, 8.2035, 8.2035, 3.418, 0.0138, -0.0083, -0.6976
Si, 1.3991, 1.2903, 4.76, 0.0014, -0.0016, -0.0114
Si, 6.8798, 1.299, 4.8355, 0.0046, 0.0084, -0.003
Si, 4.0869, 4.1001, 4.6986, 0.0002, -0.0005, -0.0219
Si, 9.6098, 4.0667, 4.8411, -0.0006, -0.0087, 0.0018
Si, 1.3933, 6.8233, 4.8188, -0.0015, 0.0092, -0.0057
Si, 6.9195, 6.8145, 4.7559, 0.0065, -0.0056, -0.0068
Si, 4.1527, 9.5193, 4.8801, 0.0036, -0.0024, 0.0041
Si, 9.5416, 9.5924, 4.7016, -0.0029, 0.0009, -0.0078
Si, 2.6522, -0.1292, 6.2368, 0.0103, 0.0177, 0.0009
Si, 8.2657, -0.1009, 6.2433, 0.0108, -0.0069, 0.0077
Si, 0.051, 2.6275, 6.1615, 0.0093, 0.0039, 0.0099
Si, 5.4073, 2.691, 6.0316, -0.0043, 0.0041, 0.0084
Si, 2.8096, 5.4459, 6.1654, 0.0032, -0.0162, 0.0129
Si, 8.2934, 5.5014, 6.2007, -0.0153, 0.005, -0.0018
Si, -0.0465, 8.2516, 6.0311, -0.0036, -0.0038, -0.0066
Si, 5.6588, 8.1616, 6.2223, -0.008, -0.011, 0.0034
Si, 3.5582, 1.7778, 7.2296, 0.0216, -0.0268, -0.0147
Si, 10.0745, 0.8449, 7.4393, -0.0077, 0.0026, -0.0114
Si, 1.9135, 3.5533, 7.2526, -0.0294, 0.0186, -0.0125
Si, 6.4046, 4.4848, 7.148, 0.0167, -0.0158, -0.0286
Si, 4.7377, 6.2803, 7.2827, -0.016, 0.0347, -0.004
Si, 9.3313, 7.2736, 7.4746, -0.0001, 0.006, -0.0007
Si, 0.7836, 9.8912, 7.5105, -0.0022, -0.0108, 0.0082
Si, 7.4945, 8.9929, 7.5928, 0.0023, 0.0027, 0.0035
O, 0.8796, 9.1213, 9.0246, 0.0011, 0.0111, -0.0081
O, 1.8271, 3.6328, 8.9378, 0.0042, -0.0067, 0.0026
O, 9.5578, 1.3753, 8.9366, -0.0005, 0.0003, 0.0054
O, 7.1663, 9.409, 9.1849, -0.002, 0.0019, -0.0065
O, 3.5505, 1.5705, 8.9071, -0.0046, 0.0003, -0.0013
O, 4.5799, 6.6835, 8.8849, 0.0066, 0.0005, 0.0014
O, 6.8098, 3.8167, 8.6271, 0.0038, -0.0043, 0.013
O, 10.2402, 6.96, 8.8838, -0.0034, -0.0029, -0.0003
O, 2.4481, 2.8511, 22.604, -0.0004, -0.0015, -0.0033
O, 5.4568, 11.0049, 22.7386, -0.0001, -0.0026, -0.0065
O, 8.5706, 3.0827, 22.7279, -0.0032, 0.0027, -0.0036
O, -0.571, 5.1742, 22.7166, -0.0032, 0.0055, -0.0003
O, 8.2693, 8.7047, 22.6308, 0.0009, -0.0016, -0.002
O, 2.5243, 4.4606, 15.1305, -0.0012, 0.0018, 0.0051
O, 2.7922, 8.0345, 22.5076, -0.0055, 0.002, -0.0088
O, 10.9579, 11.1039, 22.8006, -0.0021, -0.002, 0.0001
Si, 2.7246, -6.9464, 18.69, -0.0015, 0, -0.0014
Si, -3.4084, 7.3672, 12.8444, 0.0085, 0.0019, -0.0054
Si, 9.682, 3.9349, 21.8533, -0.0009, -0.0014, -0.0108
Si, 0.2874, 1.0168, 14.5256, -0.0007, 0.0011, 0.0057
Si, 5.9997, 2.7314, 12.5591, 0.0031, -0.0048, -0.0099
Si, 5.031, 7.3525, 16.3228, 0.0021, 0.001, -0.0028
Si, 1.1054, 7.6026, 12.7438, -0.0046, -0.0065, -0.0038
Si, 7.6551, 8.3979, 21.1487, 0.0004, 0.0089, -0.0024
Si, -1.8244, -0.716, 19.3005, -0.0016, 0.001, -0.0037
Si, -4.9761, 3.8738, 9.9877, -0.0011, -0.0132, 0.0128
Si, -8.3686, 8.8446, 21.1062, 0.0056, -0.0002, -0.0088
Si, 8.9972, 2.4622, 13.0514, 0.0043, -0.0005, -0.0064
Si, -7.2763, 6.9489, 19.0156, -0.0081, -0.0034, 0.0007
Si, 13.4721, 6.0747, 14.881, -0.0035, -0.0002, -0.0038
Si, 5.9335, -5.0227, 21.0261, -0.0078, -0.0023, -0.0073
Si, 7.6789, 4.0181, 19.5339, 0.0025, 0.0046, -0.0017
Si, 7.0828, 9.4169, 15.125, -0.0001, 0.0007, 0.0043
Si, 0.3943, 0.0034, 21.2394, -0.0042, 0.0015, 0.0038
Si, 14.4704, 6.9853, 10.0733, -0.0056, 0.0034, 0.0083
Si, 2.1989, 3.1014, 15.9852, -0.0014, -0.0024, -0.0048
Si, -1.0625, -1.1288, 16.4174, 0.0002, -0.0026, -0.0039
Si, 5.7106, -0.0956, 12.8846, 0.0077, -0.0009, -0.0047
Si, 11.5573, 7.6023, 9.6428, 0.0059, -0.0121, 0.0175
Si, 14.2678, -1.4746, 11.8314, -0.0062, -0.0012, -0.0106
Si, 1.7374, 1.0347, 11.6742, 0.002, 0.0032, -0.0013
Si, 6.9279, 4.8191, 16.64, 0.0029, 0.0076, -0.0005
Si, 4.8268, -8.377, 17.1593, -0.0027, 0.0025, -0.0007
Si, 5.3197, 5.589, 12.0131, -0.0096, 0.0044, -0.0062
Si, 5.2541, 10.4716, 21.2164, -0.0037, 0.0005, 0.0006
Si, 10.921, -3.7175, 15.3344, 0.0021, -0.0007, 0.0007
Si, 9.7951, 0.9357, 10.4863, -0.0064, 0.0089, 0.0008
Si, 6.6089, 1.1086, 19.0051, -0.0019, -0.0005, 0.0002
Si, 3.022, 2.872, 9.7799, -0.0015, 0.0065, 0.0133
Si, -1.916, -5.7938, 14.269, -0.0023, -0.0058, 0.0034
Si, -3.2749, -1.293, 10.728, -0.0026, 0.0004, 0.0039
Si, 1.546, 2.6441, 21.2596, 0.0004, -0.0017, -0.006
O, 12.0134, -1.4574, 21.0553, 0.0018, 0.0009, 0.005
O, 17.267, -5.6642, 10.7573, 0.0015, -0.002, -0.0018
O, -2.193, -2.1651, 19.9891, -0.001, -0.0008, 0.0034
O, 4.1606, 3.2291, 18.5026, -0.0038, 0.0025, 0.0023
O, 6.3568, 4.4998, 20.358, 0.0024, 0.0024, 0.0078
O, 3.603, 2.2271, 16.112, 0.0021, -0.0002, 0.0058
O, 13.0772, -13.0325, 12.7246, 0.0066, 0.0037, 0.0032
O, 0.9842, 2.2225, 15.3707, 0.0002, -0.001, 0.0026
O, 5.5796, 0.7717, 20.2199, -0.0017, -0.0035, 0.0059
O, 7.6881, 10.8542, 18.8455, 0.0002, 0.001, 0.0007
O, -0.0237, 2.9314, 21.543, 0.0041, -0.0007, 0.0059
O, 9.0056, 15.3141, 20.4323, -0.0033, -0.0006, 0.0053
O, -6.7305, -3.2201, 17.6858, -0.0036, -0.0035, 0.0068
O, 1.9537, 6.3086, 13.343, 0.0033, 0.001, 0.0043
O, 3.881, 17.0168, 11.4024, 0.0025, -0.0012, 0.0014
O, 2.1194, 3.659, 20.1439, -0.0018, -0.002, 0.0011
O, 4.8665, 6.6373, 20.0532, 0.0002, -0.0036, 0.0038
O, 5.2259, 4.1632, 12.8639, -0.0004, 0.0038, 0.0041
O, -9.4448, -4.0531, 15.8584, 0.0011, 0.0004, -0.0001
O, -1.2183, 1.3436, 13.9856, 0.0007, -0.0004, 0.0031
O, 4.0134, 6.7285, 15.1787, 0.0028, 0.0005, 0.0079
O, -0.7373, -2.7205, 16.3637, -0.0024, 0.0046, 0.0007
O, 11.3252, 7.5135, 11.2732, -0.0008, 0.0003, -0.0062
O, 4.3263, -7.0755, 9.8068, 0.0045, 0.0001, 0.0043
O, 2.8638, -0.0451, 11.2531, 0.0043, -0.0037, 0.01
O, 9.6707, -7.0593, 13.4772, -0.0024, 0.0019, 0.0089
O, 7.5049, 2.4216, 19.3291, -0.0002, -0.002, 0.003
O, -2.646, -0.936, 16.0465, 0.001, 0.0007, 0.0042
O, -5.8495, 1.423, 12.9047, -0.005, -0.0008, 0.0069
O, 7.4029, 2.5665, 13.3716, -0.0056, 0.0007, 0.0062
O, 12.9622, 6.7502, 9.4581, -0.0029, 0.0013, -0.0057
O, 7.8393, 4.7276, 15.3005, 0.0075, 0.0017, 0.0011
O, 1.718, 3.5076, 17.4989, 0.0019, 0.004, 0.008
O, -0.9914, 0.1599, 20.3922, 0.0092, -0.0038, 0.0061
O, 6.5488, -0.2541, 14.2618, -0.0051, 0.0004, -0.0013
O, -0.8687, 21.1212, 17.9873, -0.0053, -0.002, 0.0049
O, 6.1758, -4.6834, 16.677, 0.0033, -0.0061, 0.0033
O, 5.3095, -5.2742, 22.507, -0.0004, -0.0061, -0.005
O, -5.1011, 3.627, 16.468, -0.0029, -0.0029, 0.0083
O, -0.7796, 5.7978, 15.2176, -0.0036, 0.0002, -0.0022
O, 3.7254, -0.952, 20.9747, 0.0025, -0.0012, 0.0092
O, 6.2653, -1.7127, 20.9372, -0.0044, 0.0006, 0.0054
O, -8.0138, 5.5884, 18.5366, 0.0068, 0.0074, 0.0088
O, -2.4028, -4.8288, 13.043, -0.0058, 0.0003, 0.0085
O, 2.4327, 2.4743, 11.2585, 0, -0.0023, -0.0002
O, 13.5309, -3.0705, 19.8098, 0.0077, 0, 0.0049
O, 9.1068, 10.4121, 10.7469, -0.0012, -0.0026, 0.0058
O, 7.292, 6.8173, 21.0879, 0.0049, -0.0001, 0.0025
O, -3.154, 4.6911, 18.0383, -0.0037, -0.0017, 0.0028
O, 5.7132, 1.2725, 17.6352, 0.0022, -0.001, 0.0059
O, 9.2278, 2.0993, 11.4797, 0.004, -0.0061, -0.0011
O, 1.5348, 12.0281, 20.7695, -0.002, 0.0016, 0.0056
O, 5.9899, 6.7952, 12.8712, -0.0037, -0.0025, 0.0049
O, 4.5613, -1.2389, 12.8627, 0.0023, 0.0009, 0.006
O, 6.358, 13.5749, 10.9597, -0.0022, 0.0077, 0.001
O, -4.3147, -11.2713, 11.5451, 0.0043, -0.0064, 0.0019
O, 1.2967, -10.0994, 13.2381, 0.0015, 0.0003, -0.0006
O, 5.8118, 8.7225, 15.8841, -0.0004, 0.0014, 0.0014
O, 3.7195, -2.3987, 10.5498, -0.0006, -0.0029, 0.007
O, 0.4516, 0.7809, 10.7206, -0.005, -0.0007, 0.0027
O, 7.8182, -2.7479, 11.4658, -0.0014, 0.0039, 0.0041
O, 0.013, 10.6576, 15.4985, -0.0007, -0.0003, 0.0049
O, -0.0382, 7.9343, 13.8519, -0.0003, 0.0011, 0.0064
O, 7.7548, -2.618, 14.1317, -0.0022, -0.0013, 0.0032

Results
free energy: -129411.697 eV
free energy less fixed offsets of O -568.88, Si -635.61 eV per atom: -0.777 eV

The program warned: the cutoff lies below the one the program advises for these potential files; the exchange-correlation potential is rough where the density is thin.
